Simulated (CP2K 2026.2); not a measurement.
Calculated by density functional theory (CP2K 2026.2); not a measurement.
Periodic cell of 506 atoms, Si360O144H2, from a study of silicon, its oxide and their interface. The atomic structure is a simulated model.
Doubt: the forces sum to 1.18 eV/angstrom along one axis rather than to zero, so they err by at least 0.0023 eV/angstrom per atom on average; the grid cutoff is modest.

Settings: functional PBE; method Gaussian and plane waves; basis set DZVP-MOLOPT-SR-GTH; pseudopotentials GTH-PBE; grid cutoff 350 Ry, relative cutoff 50 Ry; k points Gamma only; occupations fixed; spin none; net charge 0.

Cell vectors (angstrom)
a 16.32 0 0
b 0 16.32 0
c 7.9438 5.2488 35.2457

Atoms and the computed forces on them: element, x, y, z (angstrom), force x, y, z (eV/angstrom)
Si 1.73 14.724 0.141 -0.175 -0.215 0.061
Si 4.354 1.029 0.015 -0.013 0.029 0.084
Si 9.035 9.536 35.243 -0.084 0.032 0.033
Si 11.796 12.297 35.237 -0.01 0.013 -0.097
Si 1.694 9.283 0.074 0.038 -0.034 0.032
Si 11.837 17.741 35.222 -0.075 0.01 0.054
Si 14.572 20.469 35.194 0.008 -0.01 0.04
Si 9.175 1.625 0.289 0.065 0.055 -0.028
Si 7.072 3.818 0.05 0.141 -0.045 -0.16
Si 9.227 7.081 0.007 0.008 -0.058 -0.001
Si 15.027 14.602 35.182 0.014 -0.111 0.105
Si 9.842 12.011 0.062 0.061 0.039 -0.013
Si 12.541 14.653 0.126 0.027 0.078 -0.109
Si 14.601 1.572 0.11 -0.022 -0.039 -0.04
Si 20.379 9.06 35.202 -0.016 -0.051 -0.013
Si 15.268 6.551 0.038 0.099 -0.071 0.04
Si 12 9.791 0.071 -0.044 -0.004 0.071
Si 14.606 12.359 0.241 0.146 0.264 0.009
Si 2.85 16.254 1.494 0.03 0.047 -0.217
Si 5.466 2.666 1.368 -0.022 -0.093 -0.306
Si 2.7 5.448 1.336 -0.043 0.03 -0.262
Si 5.464 8.206 1.304 0.003 -0.001 -0.233
Si 2.803 10.891 1.398 -0.034 0.045 -0.259
Si 5.487 13.622 1.327 -0.051 0.094 -0.244
Si 8.016 16.354 1.531 0.069 0.005 -0.276
Si 10.879 2.766 1.443 0.01 -0.065 -0.26
Si 8.158 5.452 1.379 -0.006 0.07 -0.207
Si 10.827 8.193 1.381 -0.016 0.031 -0.321
Si 8.222 10.856 1.368 0.092 0.002 -0.24
Si 10.917 13.566 1.472 0.029 0.008 -0.263
Si 13.556 16.308 1.499 -0.01 -0.03 -0.205
Si 16.278 2.719 1.364 -0.082 0.021 -0.202
Si 13.614 5.401 1.322 0.053 -0.033 -0.279
Si 16.38 8.145 1.387 0.02 -0.027 -0.187
Si 13.459 10.883 1.594 -0.031 -0.037 -0.263
Si 16.34 13.566 1.392 -0.009 0.016 -0.376
Si 1.381 1.351 2.714 -0.035 0.017 -0.034
Si 4.071 4.062 2.685 0.004 0.041 0.005
Si 1.391 6.795 2.795 0.005 0.024 0.074
Si 4.177 9.562 2.757 0.007 -0.002 0.116
Si 1.358 12.187 2.773 -0.02 -0.01 0.016
Si 4.166 14.908 2.852 0.057 -0.035 0.086
Si 6.73 1.384 2.901 -0.102 -0.049 0.122
Si 9.555 4.159 2.792 0.018 0.074 0.096
Si 6.75 6.787 2.726 -0.007 -0.015 0.039
Si 9.508 9.516 2.824 0.034 0.003 0.049
Si 6.84 12.244 2.702 -0.021 -0.019 -0.008
Si 9.484 14.96 2.766 0.067 -0.011 -0.032
Si 12.159 1.332 2.831 -0.027 -0.048 0.048
Si 14.943 4.065 2.786 -0.016 -0.015 0.038
Si 12.243 6.798 2.69 -0.003 -0.025 -0.059
Si 14.957 9.491 2.754 0.09 -0.053 0.034
Si 12.187 12.257 2.954 -0.06 0.024 0.184
Si 15.017 14.978 2.798 0.053 -0.003 0.016
Si 16.368 16.342 4.154 -0.045 -0.099 0.031
Si 2.718 2.724 4.1 0.002 -0.029 0
Si 16.321 5.434 4.161 -0.014 0.003 -0.083
Si 2.776 8.185 4.129 -0.042 -0.057 -0.066
Si 16.313 10.842 4.15 0.04 0.048 0.021
Si 2.727 13.556 4.161 0.045 0.018 -0.053
Si 5.431 16.305 4.263 -0.01 0.039 -0.044
Si 8.177 2.766 4.163 -0.005 -0.043 -0.051
Si 5.408 5.42 4.11 0.037 0.051 -0.01
Si 8.123 8.129 4.146 0.044 0.041 -0.079
Si 5.502 10.913 4.146 -0.05 -0.073 -0.015
Si 8.157 13.581 4.144 0.023 0.028 -0.046
Si 10.821 16.293 4.192 0.044 0.079 0.014
Si 13.576 2.697 4.163 0.049 0.045 -0.05
Si 10.918 5.489 4.16 -0.088 -0.071 0.001
Si 13.599 8.125 4.115 0.015 0.043 0.008
Si 10.837 10.854 4.256 -0.009 0.05 -0.049
Si 13.637 13.629 4.204 -0.025 -0.037 -0.057
Si 17.703 14.95 16.525 0.022 -0.032 0.015
Si 4.102 17.697 16.515 -0.008 -0.001 0.038
Si 17.673 4.086 16.542 -0.039 0.041 0.042
Si 4.061 6.776 16.53 -0.003 0.088 0.014
Si 17.669 9.505 16.554 0.029 0.039 0.075
Si 4.09 12.268 16.545 -0.03 -0.035 0.052
Si 6.784 14.954 16.513 0.04 0.019 0.042
Si 9.525 17.695 16.545 -0.026 -0.012 0.049
Si 6.798 4.062 16.532 0.037 -0.002 0.043
Si 9.499 6.781 16.517 0.022 0.007 0.033
Si 6.796 9.517 16.507 -0.012 -0.005 0.03
Si 9.541 12.255 16.479 -0.103 0.009 -0.02
Si 12.244 14.967 16.515 -0.035 0.013 0.012
Si 14.963 17.676 16.52 0.01 -0.02 0.028
Si 12.216 4.045 16.524 0.033 0.022 0.065
Si 14.971 6.797 16.569 -0.02 -0.03 0.079
Si 12.265 9.502 16.515 0.022 -0.037 0.025
Si 14.983 12.23 16.519 0.016 0.014 0.039
Si 19.104 16.302 17.869 -0.056 0.072 -0.006
Si 5.428 2.737 17.931 0.012 -0.047 0.076
Si 19.006 5.455 17.941 0.056 -0.042 -0.009
Si 5.457 8.12 17.869 -0.052 -0.048 0.089
Si 19.034 10.899 17.894 -0.02 -0.01 0.125
Si 5.449 13.626 17.95 0.037 0.009 -0.001
Si 8.129 16.33 17.872 0.005 -0.041 0.072
Si 10.877 2.718 17.969 -0.006 -0.024 -0.017
Si 8.176 5.389 17.912 -0.083 0.094 0.022
Si 10.846 8.173 17.856 -0.038 -0.024 0.072
Si 8.136 10.942 17.829 0.242 0.006 -0.007
Si 10.917 13.569 17.875 -0.022 0.042 0.052
Si 13.567 16.358 17.893 0.081 -0.052 0.009
Si 16.334 2.695 17.902 -0.06 0.047 0.078
Si 13.579 5.394 17.886 0.012 -0.009 0.025
Si 16.33 8.154 17.988 -0.003 -0.009 -0.071
Si 13.677 10.819 17.889 -0.099 0.041 -0.038
Si 16.321 13.611 17.899 0.025 -0.079 0.125
Si 17.759 17.652 19.224 0.102 -0.001 -0.148
Si 20.366 4.099 19.312 0.003 0.045 -0.015
Si 17.667 6.784 19.382 0.004 0.027 0.034
Si 20.421 9.505 19.216 0 -0.016 -0.153
Si 17.687 12.268 19.315 0.018 0.002 -0.039
Si 20.462 15.044 19.333 0.05 0.024 0.001
Si 6.784 17.674 19.31 0.037 0.007 0.052
Si 9.507 4.06 19.361 -0.026 0.006 0.077
Si 6.807 6.748 19.263 -0.064 0.048 -0.115
Si 9.497 9.612 19.182 -0.142 0.119 -0.206
Si 6.827 12.25 19.295 0.012 -0.009 -0.016
Si 9.505 14.943 19.191 -0.043 -0.017 -0.136
Si 12.227 17.667 19.353 0.002 0.011 -0.044
Si 14.913 4.007 19.286 -0.007 -0.072 -0.021
Si 12.175 6.759 19.201 -0.1 -0.024 -0.062
Si 14.988 9.515 19.383 0.062 0.101 0.086
Si 12.322 12.182 19.213 0.079 0.014 -0.09
Si 14.933 15.001 19.233 -0.055 0.009 -0.13
Si 16.342 16.361 20.537 -0.048 -0.077 0.234
Si 19.073 18.974 20.669 -0.032 -0.011 0.196
Si 16.263 5.344 20.675 -0.017 -0.057 0.281
Si 19.115 8.181 20.671 0.033 0.026 0.215
Si 16.379 10.899 20.804 0.099 0.028 0.183
Si 19.077 13.714 20.642 -0.17 -0.129 0.213
Si 5.464 16.385 20.819 0.068 0.053 0.221
Si 8.154 18.982 20.736 0.042 -0.017 0.264
Si 5.431 5.421 20.703 0.01 0.114 0.147
Si 8.128 8.25 20.474 0.424 -0.289 0.327
Si 5.456 10.847 20.599 -0.026 -0.073 0.323
Si 8.19 13.642 20.643 -0.032 0.005 0.257
Si 10.829 16.245 20.605 -0.013 -0.052 0.206
Si 13.567 18.996 20.792 0.197 0.017 0.252
Si 10.824 5.496 20.706 0.131 -0.073 0.182
Si 13.516 8.08 20.571 -0.043 -0.03 0.237
Si 10.921 10.891 20.573 -0.149 -0.121 0.189
Si 13.644 13.567 20.584 0.013 0.045 0.179
Si 17.513 14.924 21.966 -0.039 -0.006 0.039
Si 20.644 18.001 22.224 0.018 0.071 -0.091
Si 17.428 3.71 21.969 -0.082 0.014 0.005
Si 20.635 7.021 22.08 0.127 0.063 -0.072
Si 18.152 9.841 22.05 -0.19 -0.065 0.065
Si 20.284 12.134 21.869 0.039 -0.051 0.064
Si 7.098 15.202 22.092 0.067 -0.002 -0.004
Si 9.343 17.36 22.054 -0.046 0.007 -0.074
Si 6.586 3.869 22.06 0.016 0.039 0.001
Si 9.641 7.138 21.988 -0.832 0.48 0.062
Si 6.558 9.229 21.97 -0.005 0.058 -0.094
Si 9.796 12.469 21.913 0.097 -0.022 0.254
Si 11.978 14.625 21.862 0.069 -0.128 0.057
Si 15.256 17.808 22.039 -0.038 0.124 0.034
Si 12.394 4.301 22.104 -0.026 -0.073 0.104
Si 14.604 6.49 21.913 0.05 0.02 0.087
Si 11.962 9.241 21.908 -0.052 0.068 0.087
Si 15.314 12.655 22.018 -0.124 -0.083 0.143
Si 10.81 11.047 28.706 -0.033 0.01 -0.143
Si 18.97 13.995 28.966 -0.056 -0.029 -0.157
Si 12.949 5.183 28.081 -0.073 -0.167 0.029
Si 10.676 15.979 28.517 -0.051 -0.017 -0.039
Si 12.11 17.519 26.343 0.156 -0.148 0.488
Si 7.079 7.561 28.866 -0.058 -0.007 -0.034
Si 9.972 9.703 26.106 0.148 -0.217 0.21
Si 11.875 14.553 30.771 -0.017 -0.003 -0.344
Si 19.104 11.116 30.1 0.04 0.007 -0.312
Si 18.746 5.513 24.17 0.143 0.068 -0.025
Si 10.861 8.118 33.101 -0.094 -0.087 -0.096
Si 8.007 11.047 24.147 0.112 -0.223 0.034
Si 21.373 13.187 33.15 0.021 0.124 -0.022
Si 18.795 16.597 24.436 0.011 -0.107 0.168
Si 16.671 15.789 28.597 0.018 -0.054 0.12
Si 20.922 9.041 29.495 0.167 -0.033 -0.159
Si 23.039 14.498 30.935 0.05 -0.009 -0.44
Si 7.922 16.241 33.315 0.05 0.05 -0.053
Si 14.355 7.486 29.048 0.043 0.078 -0.059
Si 8.816 18.534 29.074 0.147 -0.007 -0.116
Si 16.588 19.203 33.016 -0.042 -0.055 -0.108
Si 18.598 9.322 27.737 0.049 -0.016 0.054
Si 22.362 18.418 29.552 -0.216 0.045 -0.074
Si 21.379 5.052 29.102 -0.012 0.061 0.015
Si 9.381 13.54 29.776 0.086 -0.11 -0.111
Si 17.362 9.662 24.981 -0.001 0.199 0.325
Si 13.138 10.378 33.111 0.103 0.109 -0.035
Si 13.698 7.164 26.192 -0.14 0.071 0.256
Si 7.736 18.75 31.832 -0.017 -0.023 -0.481
Si 12.79 9.803 24.805 -0.187 -0.125 0.344
Si 15.136 11.768 24.921 0.088 -0.032 0.37
Si 17.454 18.1 26.881 -0.12 0.049 0.42
Si 18.881 4.585 27.133 -0.15 0.041 0.368
Si 16.007 7.135 24.561 -0.178 0.013 0.366
Si 10.565 19.112 24.376 0.109 -0.099 0.199
Si 7.878 5.11 33.253 -0.043 -0.03 0.032
Si 8.568 5.039 24.284 -0.011 0.247 0.198
Si 21.135 15.954 28.953 -0.147 0.098 0.005
Si 15.213 17.591 30.697 0.105 -0.065 -0.484
Si 18.658 5.094 33.345 0.13 0.088 0.008
Si 19.055 10.967 33.078 -0.158 -0.126 -0.078
Si 14.796 14.294 26.573 0.129 -0.136 0.391
Si 14.529 18.903 27.914 0.083 0.068 0.028
Si 20.412 14.638 26.42 -0.071 -0.031 0.391
Si 5.808 13.283 24.226 -0.087 -0.032 0.066
Si 9.279 6.699 30.937 -0.053 -0.154 -0.576
Si 17.319 6.708 28.722 -0.026 0.073 0.001
Si 13.402 16.158 32.895 -0.039 0.027 -0.16
Si 19.633 6.593 30.901 0.054 0.015 -0.442
Si 13.382 10.261 30.103 -0.078 -0.075 -0.412
Si 13.129 12.664 28.658 0.127 0.015 -0.161
Si 13.695 16.083 24.162 0.005 -0.138 -0.012
Si 8.835 6.968 26.557 0.111 0.207 0.224
Si 10.084 4.868 28.595 -0.035 -0.034 -0.006
Si 1.382 14.952 5.531 0.007 0.019 -0.063
Si 4.044 1.378 5.546 -0.008 -0.072 -0.001
Si 1.37 4.067 5.515 -0.025 0.031 -0.041
Si 4.087 6.794 5.516 -0.011 0 -0.044
Si 1.381 9.506 5.52 -0.01 -0.007 -0.05
Si 4.101 12.222 5.539 -0.01 0.002 -0.047
Si 6.823 14.935 5.565 -0.003 0.055 -0.007
Si 9.499 1.374 5.551 -0.008 -0.035 -0.017
Si 6.789 4.1 5.522 -0.006 0.015 -0.034
Si 9.517 6.808 5.532 0.024 0.024 -0.046
Si 6.807 9.516 5.536 0.022 0.019 -0.048
Si 9.488 12.243 5.576 -0.002 -0.063 0.001
Si 12.237 14.967 5.554 0.009 0.012 -0.014
Si 14.972 1.357 5.53 -0.012 0.015 -0.055
Si 12.243 4.087 5.534 0.014 -0.005 -0.04
Si 14.954 6.794 5.526 0.015 -0.053 -0.037
Si 12.255 9.482 5.539 -0.026 0.028 -0.019
Si 14.977 12.223 5.544 0.006 0.022 -0.026
Si 2.714 16.319 6.921 -0.018 0.026 0.017
Si 5.431 2.732 6.9 0.011 -0.007 -0.012
Si 2.722 5.437 6.89 -0.007 0.013 0
Si 5.441 8.153 6.899 0.004 -0.005 0.011
Si 2.732 10.865 6.906 0.014 -0.001 0.001
Si 5.445 13.585 6.924 -0.009 0.007 0.011
Si 8.16 16.32 6.929 0.011 -0.004 0
Si 10.88 2.728 6.909 -0.008 -0.003 -0.002
Si 8.155 5.447 6.904 0.003 -0.012 0.001
Si 10.88 8.15 6.92 -0.01 0.003 0.004
Si 8.147 10.867 6.936 0.005 0.025 0.022
Si 10.879 13.598 6.924 0.014 -0.003 -0.014
Si 13.608 16.327 6.914 -0.021 -0.008 -0.009
Si 16.328 2.718 6.902 -0.003 -0.016 0.006
Si 13.605 5.436 6.911 0.003 -0.007 0.013
Si 16.328 8.151 6.892 0.004 0.01 0.004
Si 13.606 10.862 6.908 0.015 -0.004 -0.013
Si 16.336 13.594 6.907 -0.001 -0.02 -0.007
Si 17.673 1.358 8.289 -0.011 -0.035 0.008
Si 4.076 4.087 8.28 0.006 0.004 -0.003
Si 17.681 6.79 8.271 -0.017 -0.017 -0.001
Si 4.084 9.505 8.284 -0.029 -0.016 -0.004
Si 17.694 12.232 8.279 0.011 0.031 -0.001
Si 4.083 14.958 8.284 0.022 0.018 -0.001
Si 6.787 1.365 8.28 -0.011 -0.029 0.006
Si 9.514 4.085 8.279 -0.019 -0.023 -0.005
Si 6.8 6.803 8.284 0.033 0.024 -0.006
Si 9.524 9.513 8.296 0.025 0.032 0.002
Si 6.793 12.227 8.306 -0.013 -0.03 0.001
Si 9.526 14.962 8.297 0.018 0.025 0.008
Si 12.245 1.368 8.282 0.031 0.013 0.004
Si 14.968 4.076 8.279 0.006 0.014 0.002
Si 12.241 6.789 8.288 -0.016 -0.005 -0.001
Si 14.973 9.508 8.277 0 0.018 0.002
Si 12.244 12.226 8.282 -0.019 -0.009 0.008
Si 14.967 14.954 8.279 -0.018 -0.011 0.002
Si 16.318 16.315 9.662 -0.002 0.015 0.009
Si 2.718 2.722 9.655 0.004 -0.005 -0.001
Si 16.325 5.436 9.654 -0.001 -0.001 0.002
Si 2.718 8.148 9.651 0.011 0.008 -0.002
Si 16.329 10.872 9.651 -0.006 -0.006 0.004
Si 2.725 13.596 9.658 -0.003 -0.009 -0.003
Si 5.437 16.321 9.657 -0.007 -0.001 0.005
Si 8.155 2.722 9.65 0.019 0.005 -0.005
Si 5.437 5.443 9.657 -0.004 -0.008 0.002
Si 8.161 8.155 9.667 -0.005 -0.006 -0.005
Si 5.435 10.864 9.669 0.013 0.029 0.006
Si 8.163 13.595 9.664 -0.001 -0.001 -0.003
Si 10.891 16.324 9.659 -0.006 -0.017 0.008
Si 13.607 2.72 9.657 -0.017 -0.012 0.001
Si 10.878 5.433 9.66 0.006 0.005 0.004
Si 13.607 8.152 9.654 0 0.003 -0.001
Si 10.886 10.874 9.666 -0.004 -0.004 0.005
Si 13.607 13.59 9.652 0.003 0.005 -0.001
Si 17.682 14.955 11.032 -0.002 0.004 0
Si 4.077 17.681 11.03 0.006 -0.012 0.001
Si 17.68 4.078 11.035 0.001 0.002 0.002
Si 4.076 6.798 11.035 -0.009 0.008 -0.004
Si 17.683 9.51 11.027 -0.002 0.007 -0.006
Si 4.079 12.234 11.035 0 -0.008 0.004
Si 6.8 14.96 11.028 0.006 0.003 0.001
Si 9.522 17.684 11.022 -0.01 -0.006 -0.003
Si 6.796 4.079 11.028 0.003 0.002 -0.002
Si 9.521 6.793 11.038 0.005 -0.001 -0.001
Si 6.799 9.511 11.044 0.007 0.005 0
Si 9.525 12.236 11.038 0.003 0.004 0.002
Si 12.249 14.955 11.028 0.002 0.001 0.002
Si 14.962 17.679 11.037 -0.009 -0.012 0.006
Si 12.243 4.075 11.031 0.003 0 0.002
Si 14.964 6.792 11.03 -0.009 0.006 -0.001
Si 12.249 9.51 11.034 -0.002 0.008 0
Si 14.97 12.231 11.027 0.003 -0.007 -0.003
Si 19.037 16.323 12.404 0.007 -0.009 -0.006
Si 5.44 2.718 12.404 -0.014 -0.002 0.007
Si 19.038 5.438 12.41 0.009 0.002 0.001
Si 5.43 8.156 12.416 0.011 -0.012 0.002
Si 19.04 10.87 12.403 -0.005 0.004 -0.003
Si 5.441 13.599 12.402 0.01 -0.003 -0.001
Si 8.163 16.324 12.392 0.024 0.002 -0.01
Si 10.88 2.717 12.403 -0.002 -0.003 -0.001
Si 8.153 5.436 12.406 0.008 -0.006 -0.003
Si 10.891 8.147 12.41 -0.012 0.017 -0.002
Si 8.164 10.873 12.412 -0.008 0.01 -0.005
Si 10.887 13.602 12.407 0.003 -0.003 0.004
Si 13.606 16.312 12.408 -0.013 0.001 -0.002
Si 16.32 2.721 12.414 0.01 -0.008 0.002
Si 13.603 5.433 12.405 -0.006 0.007 -0.006
Si 16.324 8.152 12.403 -0.002 -0.003 -0.006
Si 13.612 10.871 12.405 -0.002 -0.004 -0.002
Si 16.329 13.589 12.407 -0.014 0.008 0.003
Si 17.682 17.681 13.787 -0.015 0.008 0
Si 4.078 4.075 13.779 0.014 -0.001 -0.007
Si 17.677 6.796 13.786 -0.011 0.022 -0.006
Si 4.069 9.518 13.792 -0.014 0.028 0.001
Si 17.689 12.227 13.781 0.021 -0.028 0.001
Si 4.08 14.964 13.771 -0.011 0.013 0
Si 6.808 17.678 13.772 0.025 -0.029 -0.001
Si 9.515 4.074 13.774 -0.003 0.011 0.003
Si 6.787 6.788 13.783 -0.008 0.034 -0.01
Si 9.53 9.509 13.779 0.03 -0.032 -0.012
Si 6.798 12.238 13.777 0.011 -0.005 0.01
Si 9.521 14.972 13.769 -0.052 0.019 -0.01
Si 12.239 17.673 13.775 0.007 -0.016 0.004
Si 14.958 4.082 13.79 -0.028 0.013 0.007
Si 12.247 6.783 13.787 0.022 -0.017 0.001
Si 14.968 9.507 13.782 0 0.01 -0.004
Si 12.255 12.239 13.774 -0.026 0.009 -0.014
Si 14.972 14.953 13.78 0.022 -0.023 -0.006
Si 16.33 16.311 15.158 -0.017 0.002 0.017
Si 19.037 2.728 15.161 0.018 -0.008 0.005
Si 16.316 5.445 15.169 0.026 0.005 -0.006
Si 19.03 8.154 15.168 0 -0.035 -0.012
Si 16.332 10.863 15.155 -0.011 0.005 -0.021
Si 19.051 13.597 15.145 -0.013 0 -0.009
Si 5.442 16.325 15.141 0.005 -0.01 -0.035
Si 8.163 2.715 15.154 -0.008 0.002 -0.007
Si 5.433 5.424 15.161 -0.019 -0.002 0.01
Si 8.154 8.151 15.141 -0.004 -0.003 0.002
Si 5.43 10.889 15.157 0.021 -0.015 0.007
Si 8.16 13.612 15.133 0.081 0.027 -0.025
Si 10.873 16.328 15.156 0.005 -0.029 0.004
Si 13.596 2.709 15.151 0.007 0.008 -0.034
Si 10.873 5.425 15.153 -0.013 0.018 -0.008
Si 13.62 8.135 15.157 -0.039 0.021 -0.007
Si 10.904 10.869 15.14 -0.014 0.022 0.014
Si 13.612 13.596 15.155 0.002 -0.003 0.016
O 15.699 15.4 27.351 -0.271 -0.128 -0.329
O 11.664 3.761 23.566 0.215 0.189 -0.117
O 17.403 6.367 24.422 -0.026 -0.13 -0.196
O 5.468 19.13 22.751 0.017 -0.205 -0.266
O 15.346 7.383 23.094 -0.185 -0.056 -0.158
O 21.551 18.751 34.771 -0.009 0.145 0.475
O 10.902 13.551 22.563 -0.038 0.087 -0.63
O 16.307 18.969 22.641 0.223 0.041 -0.572
O 20.715 14.416 33.998 0.088 -0.017 0.06
O 12.468 17.116 33.826 0.059 -0.096 0.262
O 9.168 11.737 23.247 -0.098 -0.174 -0.14
O 13.53 5.416 22.656 -0.037 0.015 -0.221
O 15.322 19.87 33.829 -0.121 0.015 0.161
O 23.061 5.876 34.11 0.146 -0.234 -0.044
O 22.666 12.593 33.945 0.128 0.249 -0.034
O 19.81 15.252 29.579 0.063 0.077 0.035
O 19.616 9.624 33.832 -0.021 0.051 0.343
O 16.098 13.449 34.605 0.133 0.029 0.433
O 18.333 4.25 23.239 0.007 -0.373 0.065
O 20.391 8.017 30.656 -0.005 -0.014 0.288
O 9.195 19.934 24.727 0.172 -0.268 -0.042
O 17.609 5.445 27.726 0.055 -0.108 -0.046
O 17.573 8.082 27.899 0.146 -0.111 -0.089
O 19.92 17.481 23.632 0.17 -0.028 -0.044
O 11.466 6.868 33.96 0.082 -0.21 -0.135
O 20.968 12.725 23.242 -0.093 0.152 0.032
O 12.516 11.678 33.876 -0.045 0.025 0.053
O 11.756 10.213 29.765 -0.064 -0.043 0.309
O 10.745 18.892 34.683 -0.147 -0.037 0.469
O 20.125 8.808 28.068 -0.14 -0.13 -0.032
O 22.469 6.221 28.798 -0.02 0.067 0.05
O 17.798 5.825 34.489 0.115 -0.19 0.217
O 19.15 11.092 22.463 0.093 -0.203 -0.509
O 19.207 6.315 32.423 -0.053 0.046 0.238
O 12.772 9.925 23.184 0.221 -0.134 -0.401
O 22.172 19.99 29.264 0.009 0.065 0.22
O 11.796 12.082 27.899 0.225 -0.142 0.041
O 13.423 5.219 34.607 -0.193 0.217 0.263
O 14.612 12.292 23.475 -0.05 0.033 -0.288
O 8.845 18.972 30.649 0.034 0.043 0.3
O 19.516 15.479 25.376 -0.308 0.258 -0.195
O 9.093 15.373 34.01 0.124 -0.111 0.079
O 17.823 17.519 25.396 -0.049 0.079 -0.486
O 18.46 19.334 27.229 0.151 0.106 0.137
O 14.205 4.176 27.834 -0.043 0.089 -0.146
O 23.574 20.126 32.524 -0.206 0.127 0.288
O 21.495 7.933 34.651 0.003 0.052 0.708
O 7.448 15.472 31.985 0.369 0.126 0.151
O 11.801 15.802 29.697 -0.066 0.16 0.091
O 6.895 12.138 24.574 -0.041 0.257 -0.127
O 19.912 6.398 23.442 -0.087 -0.234 -0.133
O 10.188 17.877 23.387 0.149 -0.168 -0.037
O 15.81 6.801 29.311 -0.092 0.041 -0.057
O 17.979 9.163 23.562 0.094 -0.128 -0.281
O 21.041 17.573 29.148 -0.055 0.073 -0.13
O 14.062 8.777 29.989 0.055 0.168 0.182
O 9.12 20.936 34.171 0.182 -0.033 0.086
O 16.245 8.541 25.351 0.042 -0.128 0.227
O 8.433 17.731 32.886 0.109 0.003 0.063
O 14.859 16.899 23.372 0.123 0.148 -0.313
O 12.779 17.158 24.925 -0.164 0.052 -0.121
O 16.583 11.056 24.731 0.131 0.271 -0.202
O 10.357 13.985 31.019 0.171 -0.128 0.068
O 13.274 6.27 29.271 -0.041 -0.046 0.119
O 14.061 11.361 29.061 -0.149 0.05 -0.021
O 9.665 11.975 29.398 0.001 -0.041 -0.103
O 9.881 17.361 28.801 0.124 0.217 0.026
O 7.341 17.977 28.652 -0.067 -0.226 -0.079
O 10.426 7.647 31.591 0.297 0.358 0.138
O 11.621 4.342 28.454 -0.102 -0.223 0.191
O 17.683 20.345 32.594 0.041 -0.074 -0.062
O 22.504 8.858 29.248 -0.084 0.098 0.092
O 10.78 8.247 22.538 0.091 0.076 -0.393
O 17.937 15.776 23.321 -0.227 0.19 -0.104
O 7.301 9.834 23.315 -0.031 0.208 0.178
O 14.23 7.997 27.503 0.007 0.146 -0.257
O 14.514 15.416 33.83 0.043 -0.087 0.352
O 13.951 10.759 25.449 0.214 0.045 0.105
O 18.872 16.152 34.674 -0.159 -0.203 0.495
O 8.062 5.994 25.498 -0.278 -0.121 -0.235
O 13.625 10.792 31.617 0.059 0.168 0.36
O 21.268 15.666 27.359 0.089 -0.069 -0.194
O 13.023 8.228 25.183 -0.02 -0.026 -0.123
O 16.124 7.943 34.698 0.14 0.175 0.525
O 6.516 14.56 23.503 -0.175 -0.002 -0.199
O 12.495 15.01 32.182 0.075 -0.192 0.228
O 9.149 19.902 28.259 0.041 0.117 -0.261
O 18.457 9.842 26.195 0.125 0.09 -0.27
O 12.646 6.019 26.696 0.064 -0.026 -0.288
O 19.911 20.602 33.992 -0.115 0.182 0.147
O 8.681 10.483 25.517 -0.328 0.239 -0.172
O 14.654 18.536 29.494 -0.092 -0.101 0.272
O 5.471 8.117 22.609 -0.144 0.046 -0.537
O 11.384 16.223 27.055 0.03 -0.028 -0.035
O 12.005 9.241 32.971 0.132 -0.058 -0.266
O 14.926 6.34 25.495 0.186 0.047 -0.317
O 17.405 14.403 29.01 0.03 0.022 -0.012
O 7.961 10.674 34.654 0.104 0.168 0.593
O 14.06 17.038 31.691 -0.258 -0.034 0.256
O 14.41 9.786 33.938 0.056 0.172 0.156
O 21.456 13.687 25.648 0.16 -0.24 -0.287
O 9.93 5.455 30.106 -0.018 -0.066 0.204
O 7.341 4.768 23.259 -0.017 -0.208 -0.25
O 7.688 7.774 27.379 0.064 0.019 -0.13
O 14.226 15.041 25.271 -0.156 0.14 -0.194
O 10.655 13.378 34.652 0.024 0.183 0.634
O 8.302 7.52 29.927 -0.03 0.041 0.37
O 11.337 10.228 25.405 0.025 0.316 -0.371
O 9.795 8.092 25.87 0.21 -0.011 -0.231
O 17.82 11.596 33.926 0.09 0.039 0.239
O 8.231 16.287 22.675 0.137 0.14 -0.363
O 15.883 18.583 27.041 0.002 -0.204 -0.148
O 13.714 13.797 27.678 -0.102 0.233 -0.256
O 17.212 18.049 33.98 -0.081 -0.013 0.09
O 18.234 10.475 28.855 -0.033 0.177 0.181
O 9.753 6.051 27.538 0.177 0.035 -0.132
O 12.771 13.372 30.086 -0.057 0.087 0.324
O 12.756 15.293 23.126 0.159 -0.029 -0.048
O 18.288 6.579 30.001 0.136 0.069 0.266
O 9.712 14.632 28.556 0.02 -0.086 -0.037
O 17.696 16.928 28.013 0.191 -0.018 -0.254
O 7.834 13.532 30.247 -0.084 -0.195 0.291
O 18.505 10.674 31.555 -0.016 -0.271 0.474
O 20.634 5.371 30.507 0.136 0.215 0.247
O 10.08 9.996 27.711 -0.152 -0.139 0.204
O 20.648 10.565 29.991 -0.118 0.174 0.173
O 16.206 18.508 31.591 0.231 0.097 0.206
O 22.44 15.389 29.717 0.019 -0.07 -0.044
O 15.49 12.929 26.024 -0.127 -0.145 -0.181
O 13.259 18.068 27.348 -0.216 -0.051 -0.201
O 15.946 16.323 29.955 -0.246 0.094 0.027
O 20.248 4.911 27.952 -0.111 0.2 -0.078
O 19.263 4.983 25.61 0.296 0.233 -0.319
O 16.466 13.758 22.513 -0.147 -0.159 -0.306
O 9.58 8.765 33.884 0.063 0.139 -0.145
O 20.271 12.025 32.975 0.003 0.236 -0.274
O 22.7 18.143 31.13 0.051 0.085 0.236
O 19.138 12.719 29.934 0.292 -0.141 0.317
O 11.059 18.677 25.879 -0.214 0.168 -0.348
O 23.007 16.506 34.337 0.031 -0.106 0.16
O 19.476 13.716 27.424 -0.034 -0.097 -0.141
O 21.859 13.662 31.665 -0.39 -0.374 0.174
O 8.368 6.155 32.141 -0.359 -0.067 0.283
H 8.447 7.222 22.892 0.074 -0.099 -0.028
O 9.92 5.841 23.684 0.663 -0.362 -0.363
H 10.745 5.288 23.723 -0.189 0.061 0.21

Results
total energy: -101689.056 eV
total energy less fixed offsets of H -15.91, O -438.35, Si -107.03 eV per atom: -4.036 eV
